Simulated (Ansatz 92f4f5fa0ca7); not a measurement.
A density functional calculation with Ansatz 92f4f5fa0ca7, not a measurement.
Periodic cell of 220 atoms, Si132O88, from a study of silicon, its oxide and their interface. The atomic structure is a simulated model.
This geometry differs little from another in the collection (a relaxation step or a small displacement).

Settings: functional r2SCAN; potential files Ansatz PAW; basis plane waves; wave-function cutoff 800 eV; density cutoff ratio 5; exchange-correlation grid ratio 1; k mesh 1 x 1 x 1, shifted by 0.5 0.5 0 of a step; self-consistency stop 1e-10 eV per atom in the density residual; occupations fixed; spin none; net charge 0.

Cell vectors (angstrom)
a 10.88 0 0
b 0 10.88 0
c 0 0 31.822

Atoms: element, x, y, z (angstrom)
Si 1.4512 1.4295 -0.7195
Si 2.9653 3.2194 -0.6158
Si -0.3084 5.6901 -0.4382
Si 5.2774 10.3633 -0.3082
Si 6.4819 -2.4018 -1.1895
Si 7.0711 3.063 -0.2552
Si 5.6813 4.9596 0.1
Si 9.3899 8.3446 -1.3779
Si 0.819 0.8081 1.4209
Si 3.9534 4.0329 1.3282
Si 1.6838 7.1898 1.4616
Si 3.9086 9.345 1.3607
Si 6.4784 1.13 1.0067
Si 9.5937 4.2269 1.2078
Si 6.6145 6.6907 1.3728
Si 10.0219 9.9392 1.3404
Si -0.0064 2.7412 2.5538
Si 2.6681 -0.0103 2.6591
Si 0.0752 8.2897 2.7437
Si 2.7464 5.4951 2.6794
Si 5.3461 2.5857 2.5521
Si 8.1412 0.0676 2.4034
Si 5.3754 8.1259 2.7463
Si 8.228 5.5292 2.6265
Si 1.3716 4.0891 3.9424
Si 4.0358 1.3547 4.0094
Si 1.4091 9.5647 4.1396
Si 4.0719 6.7811 4.1195
Si 6.7902 4.0441 3.8606
Si 9.4397 1.4229 3.9075
Si 6.8562 9.555 3.88
Si 9.574 6.8624 3.998
Si -0.0347 0.0807 5.3264
Si 2.7166 2.7557 5.3401
Si 0.0383 5.4596 5.3161
Si 2.7427 8.1684 5.4491
Si 5.4786 -0.0026 5.2885
Si 8.123 2.7464 5.3192
Si 5.489 5.3933 5.3303
Si 8.1983 8.2252 5.308
Si 1.356 1.4019 6.6837
Si 4.1027 4.0801 6.7051
Si 1.3458 6.8267 6.7346
Si 4.1595 9.5405 6.7022
Si 6.8078 1.3519 6.6995
Si 9.5579 4.0882 6.6372
Si 6.8712 6.7981 6.6323
Si 9.5323 9.5725 6.7073
Si -0.0008 2.7308 8.0432
Si 2.7505 0.0269 8.0073
Si 0.0044 8.2167 8.0894
Si 2.7273 5.4693 8.0303
Si 5.4504 2.7035 8.0616
Si 8.2105 0.036 8.1074
Si 5.5528 8.1747 8.0062
Si 8.2652 5.4784 7.9934
Si 1.3335 4.1175 9.3563
Si 4.0632 1.3514 9.4236
Si 1.3894 9.6026 9.4084
Si 4.1479 6.8422 9.296
Si 6.9561 4.0486 9.2842
Si 9.6023 1.3774 9.4997
Si 6.8991 9.4885 9.4439
Si 9.5487 6.838 9.4541
Si 0.1478 0.0887 10.9205
Si 2.682 2.7933 10.7007
Si -0.0193 5.4137 10.785
Si 2.7918 8.2126 10.645
Si 5.4911 -0.0324 10.7252
Si 8.2213 2.7504 10.8268
Si 5.6246 5.4829 10.4888
Si 8.2827 8.1994 10.915
Si 1.3536 1.655 12.3157
Si 4.3652 4.0449 11.7303
Si 1.5289 6.741 11.9128
Si 4.1695 9.4541 12.0798
Si 6.8313 1.3255 12.0993
Si 9.4644 4.1516 12.2954
Si 6.7932 6.7277 12.0616
Si 9.7039 9.5999 12.3142
Si -0.1859 2.8109 13.8079
Si 3.2359 1.0609 13.6516
Si 0.2511 7.9729 13.4016
Si 3.1098 5.3903 13.048
Si 5.1888 2.5018 13.3085
Si 8.1423 0.032 13.582
Si 5.3614 7.9902 13.377
Si 7.7455 5.2087 13.5635
Si 1.5134 3.9256 15.0679
Si 2.8588 1.378 15.9318
Si 1.9503 6.9809 15.5894
Si 4.111 6.5729 14.7852
Si 6.5387 3.6645 14.9413
Si 9.0287 1.6589 15.0776
Si 6.7873 9.3083 14.6238
Si 8.7287 6.794 14.9311
Si 3.5441 5.4808 18.9245
Si 0.6548 -0.4051 19.1909
Si 2.6743 8.2694 18.1079
Si 7.1744 -1.432 19.0179
Si 4.9083 10.2286 17.0939
Si 3.6982 -5.5862 21.996
Si 2.7046 1.4456 20.4204
Si -5.2417 18.8135 24.8118
Si 7.9014 -3.7998 17.5154
Si 12.3779 3.4156 18.9345
Si -0.5641 1.4186 22.8193
Si -2.3444 8.3395 25.3236
Si 0.2101 1.1092 17.3921
Si -1.7725 -0.2657 20.8176
Si 4.9241 15.9594 24.693
Si 14.7738 -0.5778 21.897
Si 6.1728 4.7337 27.2833
Si -3.1898 13.8852 29.3021
Si 5.4507 5.3837 16.4025
Si 12.0299 9.6193 23.1564
Si 9.9754 9.0703 27.6663
Si 11.9801 5.025 29.6628
Si -12.3594 -13.4936 22.5025
Si 7.5906 7.42 20.2581
Si 5.3627 6.7633 29.3136
Si -5.7119 0.0179 24.5786
Si 8.1547 0.51 24.7966
Si 1.7777 -1.5518 26.2613
Si 5.2229 -3.213 21.8979
Si 3.4283 -6.9874 26.7859
Si 2.568 -4.182 27.8712
Si 10.5177 2.6633 28.9866
Si 3.6406 0.9579 26.9719
Si 1.4174 3.4457 21.9011
Si 8.6622 0.9341 27.6372
Si 14.9177 11.675 30.0053
O -0.816 -9.1129 -4.0993
O -3.1936 1.439 -2.9939
O 4.2022 2.3841 -1.3748
O 4.7429 1.0134 -6.0438
O -1.4464 6.7839 -0.9054
O 0.1497 12.548 -1.6673
O 2.7953 8.2273 0.8356
O 5.2915 5.5816 -1.3852
O 8.5711 3.2225 0.4179
O 9.8558 -1.5328 -0.1924
O 7.9125 -2.1143 -1.9102
O 4.9147 -1.5236 -6.7491
O -1.9905 10.2472 -3.9983
O 15.2249 11.5665 -3.4101
O 11.6006 3.8016 -3.1871
O 2.1172 4.8298 18.4603
O 1.2847 5.46 15.5798
O 2.505 3.008 16.0478
O 4.1163 0.7694 16.8258
O 1.2751 8.172 14.6768
O 1.703 7.4906 17.0972
O 3.4737 10.3525 13.2794
O 6.5064 6.5571 16.8539
O 3.9374 4.9189 20.4186
O 3.7867 -1.8105 17.2475
O 13.2578 4.0567 13.7055
O 5.9022 9.9496 15.846
O 7.9688 8.2384 15.0232
O -2.9752 -0.1566 19.7437
O 2.7933 2.4137 19.1302
O -1.1498 1.1259 16.4824
O -3.1164 2.6548 15.4885
O -0.818 6.9277 14.0465
O 3.394 7.1097 19.0077
O 4.8729 -6.0466 23.0709
O 8.8244 -3.5771 21.3318
O 12.6376 9.3081 18.9321
O 4.6298 -5.8359 17.7904
O 4.3149 0.2259 23.2309
O 0.4558 -10.673 23.1664
O 3.804 -3.9673 22.0818
O 0.431 2.6563 17.9674
O 2.5789 2.3136 21.7783
O -4.8088 7.8044 23.2623
O 12.3564 11.563 16.4482
O 2.8376 2.3915 27.008
O 8.7245 -1.162 22.1277
O 3.763 4.0853 25.2116
O 7.3271 -7.0101 27.9717
O 0.2221 2.8482 22.821
O 6.183 6.1974 28.0036
O 13.093 4.7665 22.4354
O -2.098 9.9198 25.0355
O 3.9143 0.4271 20.6265
O -0.5968 -1.0447 19.9985
O 5.808 10.1432 18.444
O 7.9686 1.2344 26.2211
O 8.0293 -4.4165 19.0086
O -1.6424 14.3435 29.5604
O 7.8924 8.7165 17.7104
O 11.7085 3.6767 20.4001
O 9.6052 1.1699 21.3654
O 9.068 6.5433 16.5228
O 2.4458 -1.231 22.1898
O -3.8736 7.9403 25.6619
O 6.187 6.8692 20.8797
O 9.3937 18.823 26.6383
O -1.7459 1.4316 23.9154
O 10.3252 8.5097 29.1333
O 13.3948 4.5431 30.349
O 2.4666 11.2783 30.2959
O 2.6251 5.2451 27.1401
O 11.7995 6.5769 32.0002
O 13.1805 7.9031 26.8315
O 0.1254 -2.3753 22.5614
O 4.6575 -4.2161 25.0751
O 6.6927 11.1989 24.1492
O 8.9818 7.6377 23.9365
O -5.9474 -1.7092 21.4153
O 1.5955 -1.6601 24.6586
O 1.3264 0.6243 20.2504
O 7.0261 -3.1114 32.0158
O 2.7088 -0.2966 26.6307
O 0.3974 -1.1836 26.985
O 3.8814 -3.7852 28.7336
O 12.2226 6.4407 28.8999
O 6.2509 -6.1049 25.6336
O 4.7931 3.9625 27.6517

Results
free energy: -134612.709 eV
free energy less fixed offsets of O -570.45, Si -639.56 eV per atom: 8.811 eV

Forces (eV/angstrom), in the order of the atoms: element, x, y, z
Si 0.0001 -0.0033 0.0009
Si 0.0028 0.0027 0.0031
Si -0.0018 0.0051 -0.0111
Si 0.0006 -0.0053 -0.0029
Si -0.0042 0.0079 -0.0022
Si 0.0005 0.0147 -0.0017
Si 0.0021 -0.0055 0.0037
Si -0.0006 0.0001 0.0002
Si 0.0021 0.001 0.0013
Si -0.0013 0.0006 -0.0019
Si 0.0048 0.0139 0.003
Si -0.002 0.0043 0.0083
Si 0.0052 -0.0002 0.0033
Si -0.018 0.0078 0.0005
Si -0.0022 -0.0022 -0.0018
Si -0.0021 0.0013 -0.0009
Si 0.0009 -0.0062 0.002
Si 0.0026 -0.002 -0.0001
Si 0.0024 0.0008 0.0008
Si 0.0013 -0.0021 -0.0002
Si 0.001 0.0007 -0.0001
Si -0.0017 0 0.0019
Si 0.0013 0.0003 0.0006
Si 0.0035 0.0025 0.0025
Si 0.0023 0.0027 0.0025
Si -0.0001 -0.0003 0.0008
Si 0.002 0.0004 0.0004
Si -0.0039 0.004 -0.0008
Si 0.0018 -0.0023 -0.001
Si 0.0002 0.0006 0.0003
Si -0.0004 0 0.0003
Si -0.0023 -0.0001 0.0019
Si 0.0013 -0.0011 -0.0003
Si 0.0022 -0.0005 -0.0006
Si -0.0021 -0.0011 0.0009
Si -0.0003 -0.0011 -0.0022
Si -0.0012 0.001 0.0002
Si -0.0011 0.0002 -0.0005
Si -0.0004 -0.001 -0.0009
Si 0.0023 0.0006 0.0004
Si -0.001 -0.0001 -0.0003
Si -0.0004 0.0007 -0.0001
Si 0.0023 0.0013 0.0002
Si 0.0017 0.0009 -0.0005
Si 0.001 0.0007 -0.0002
Si 0.0017 0.0018 -0.0008
Si -0.001 0.0009 0.0002
Si -0.0015 0.0002 0.0007
Si 0.0006 -0.0008 -0.0004
Si 0.0025 -0.0011 0.0008
Si 0.0012 0.0003 0.0005
Si -0.0004 0.0024 0.0006
Si -0.0012 0 0.0005
Si 0.0009 -0.0006 0.0002
Si -0.0007 0.0001 0.0006
Si 0.0002 -0.0036 -0.0005
Si 0.0009 -0.0002 -0.0019
Si 0.0009 -0.0018 -0.0006
Si -0.0029 -0.0023 -0.0004
Si 0.0019 0.0009 0.0011
Si 0.0019 0.0028 -0.0016
Si 0.0027 0.0009 -0.0005
Si 0.0012 0.0017 -0.0004
Si -0.0012 -0.0003 -0.0029
Si 0.0006 0.002 0.0012
Si 0.0004 -0.0018 -0.0028
Si 0.0008 0.0008 -0.0012
Si 0.0031 0.0009 0.0002
Si -0.002 -0.0014 0.0006
Si -0.0034 -0.0055 -0.0004
Si -0.0021 -0.0013 0.0003
Si 0.0009 0.0024 -0.0019
Si -0.0004 -0.0014 -0.0035
Si -0.0015 0.0035 0.001
Si -0.0008 -0.0013 0.0047
Si 0.0044 0.0086 -0.0088
Si -0.0037 0.0019 0.0001
Si -0.0026 0.0097 0.0059
Si -0.0017 0.0026 0.0002
Si -0.0021 -0.0011 -0.0006
Si -0.0052 -0.0047 -0.003
Si 0.0083 -0.023 -0.0049
Si 0.0002 0.002 0.0075
Si 0.0203 0.0118 -0.0297
Si 0.0021 0.001 0.0043
Si 0.0019 -0.0004 -0.0047
Si -0.0014 0.0036 -0.0043
Si 0.0011 0.0011 -0.0004
Si -0.0037 -0.004 0.0233
Si 0.0057 -0.0031 -0.0017
Si 0.0172 0.0042 -0.0028
Si -0.0029 0.0025 0.0147
Si -0.0073 -0.0009 0.0025
Si -0.0033 0.0026 0.0037
Si -0.0035 -0.0023 0.0061
Si 0.0108 0.011 0.005
Si 0.0031 0.002 -0.0039
Si -0.001 -0.003 -0.0016
Si 0.0006 -0.004 -0.0053
Si -0.0035 0.0013 -0.0004
Si -0.0015 0.0026 0.0008
Si -0.0023 0.0025 -0.0049
Si -0.0023 -0.0022 -0.0016
Si -0.0008 -0.0006 -0.0029
Si -0.0058 -0.0035 -0.0028
Si 0.0038 0.0003 0.0008
Si 0 0.0001 -0.0028
Si -0.0006 0.0019 -0.0051
Si -0.0011 0.0015 -0.0024
Si -0.0009 0.0001 -0.0019
Si -0.001 -0.0023 -0.0041
Si -0.0028 0 -0.0032
Si -0.0005 -0.0005 -0.0064
Si 0.0009 -0.0028 0.009
Si -0.0028 -0.0033 -0.0081
Si -0.0025 0.0016 -0.0016
Si -0.0011 -0.0019 0.0036
Si -0.0027 -0.0021 0.0029
Si -0.0031 -0.0003 -0.0054
Si -0.0004 -0.0041 0.002
Si 0.0024 0.0017 -0.0002
Si -0.0002 0.0004 -0.0051
Si 0.0011 -0.0018 -0.0004
Si 0.0012 -0.002 -0.0032
Si -0.0012 -0.0047 -0.0053
Si -0.0006 0.0001 -0.0018
Si -0.0012 -0.0014 -0.0007
Si -0.0008 0.004 -0.0029
Si -0.001 -0.0009 -0.0018
Si -0.0011 -0.0023 -0.0009
Si 0.0007 0.0014 0
Si 0.0012 -0.0029 0.0015
O 0.0013 -0.0022 -0.0017
O -0.0018 -0.0018 -0.0022
O -0.0019 -0.0008 0.0004
O -0.0003 0.0023 0.0017
O 0.0012 -0.0042 0.0049
O 0.0008 -0.0031 0.0072
O 0.0043 -0.002 -0.0072
O 0.0018 0 0.0009
O 0.007 -0.0162 -0.0065
O 0.0024 -0.0012 0.0027
O 0.0011 -0.0024 -0.0011
O -0.0028 0 0.0023
O -0.0021 -0.0026 0.0034
O 0.0008 -0.0009 0.0015
O 0.0012 0.0017 -0.0018
O -0.0029 -0.0009 -0.0027
O -0.0074 -0.0119 0.0011
O 0.0002 0.005 -0.0092
O 0.0003 -0.0011 0.0006
O -0.0077 0.0007 0.0003
O -0.004 0.0022 -0.0016
O -0.0054 -0.0019 0.0166
O 0.0032 -0.0021 0.0002
O -0.0014 -0.0024 0.001
O -0.003 -0.0039 -0.0021
O -0.0084 0.0138 -0.0057
O 0.0018 0.0013 -0.0022
O -0.0039 0.0036 -0.0018
O -0.0009 0.0027 0.0002
O 0.0002 0.0007 -0.0012
O -0.0001 0.002 0.0022
O 0.0115 -0.0048 -0.0002
O 0.0019 -0.0108 -0.0134
O -0.0017 -0.0024 0.0027
O 0.0026 -0.0022 0.0014
O 0.0017 0.0011 0.0043
O -0.0024 0.0032 0.0004
O 0.0029 0.0013 0.006
O -0.0001 0.0008 0.0036
O 0.0007 -0.0012 0.0018
O -0.0008 -0.001 0.0012
O 0.0007 -0.0033 -0.0024
O -0.0003 -0.0008 0.0024
O 0.0026 0 0.0023
O -0.0063 -0.0034 0.0017
O -0.0012 -0.0006 0.0004
O -0.0025 -0.0019 0.0024
O -0.0008 -0.0005 -0.0011
O 0.0004 0.0012 0.0014
O -0.0021 -0.0007 0.0017
O -0.0026 0.0015 0.0001
O -0.0006 0.001 0.0016
O -0.0006 -0.0003 0.0014
O 0.0007 -0.0005 -0.0003
O -0.0017 -0.0027 0.003
O 0.0008 0.0015 0.0041
O -0.0005 0.0008 -0.0009
O -0.0022 0.0026 0.0031
O -0.001 0.005 -0.0005
O -0.0003 0.0001 -0.0003
O -0.0004 0 0.0002
O -0.0001 0.0022 0.002
O 0.0027 0.0011 0.0024
O 0.0007 0.0004 -0.0007
O -0.0001 0.0005 0.0017
O -0.0009 0.0008 0.003
O -0.0002 -0.0018 0.0014
O -0.004 -0.0005 0.0018
O 0.0007 0.0008 -0.0004
O 0.0002 0.0011 0.0016
O -0.002 0.0013 -0.0033
O 0.0009 0.0005 0.0012
O -0.0033 -0.0086 0.0057
O 0.0004 -0.0007 -0.0004
O -0.0008 0.0002 0.0007
O -0.0008 0.0009 0.0012
O -0.0026 -0.0008 0
O -0.0022 0.0001 0.0043
O 0.0003 0.0016 -0.0021
O -0.0005 -0.0008 0.0021
O -0.0012 0.0026 0.0008
O -0.0008 -0.0018 -0.0002
O 0.0007 0.0006 0.0005
O -0.0013 0.001 0.001
O -0.0007 -0.0008 0.0009
O -0.001 0 -0.001
O 0.002 -0.0005 -0.0021
O 0.0012 -0.0012 0.0011

The program warned: the cutoff lies below the one the program advises for these potential files; the forces do not sum to zero within the program's tolerance; empty levels may hold ghost states of the PAW files; the exchange-correlation potential is rough where the density is thin.
